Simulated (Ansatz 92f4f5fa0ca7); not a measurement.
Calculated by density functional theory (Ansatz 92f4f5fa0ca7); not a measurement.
Periodic cell of 222 atoms, Si131O89P2, from a study of silicon, its oxide and their interface. The atomic structure is a simulated model.
Doubt: the cutoff is far below the 930 eV that the study's wrapper takes by default for these files, so forces and energies are approximate.
This geometry differs little from another in the collection (a relaxation step or a small displacement).

Settings: functional PBE; potential files Ansatz PAW; basis plane waves; wave-function cutoff 580 eV; density cutoff ratio 5; exchange-correlation grid ratio 1; k mesh 1 x 1 x 1, Gamma-centred; self-consistency stop 5e-08 eV per atom in the density residual; occupations fixed; spin none; net charge 0.

Cell vectors (angstrom)
a  10.938  0  0
b  0  10.938  0
c  0  0  32.1988

Atoms and the computed forces on them: element, x, y, z (angstrom), force x, y, z (eV/angstrom)
Si  10.5934  0.233  24.8724  -0.0031  0.0008  0
Si  5.7487  10.6884  24.7649  0.0031  0.0036  -0.0018
Si  2.4821  2.9257  24.6517  0.0012  -0.0002  -0.0019
Si  8.4286  2.468  24.8374  -0.0006  -0.0023  0.0015
Si  0.2793  5.1769  24.7626  0.0003  0.0003  -0.0029
Si  5.1632  5.7564  24.6897  0.0007  -0.002  -0.0054
Si  2.9437  8.0141  24.6042  -0.002  0  -0.005
Si  7.9471  8.4466  24.7465  0.0032  0.0019  -0.001
Si  1.3331  1.3902  26.0444  0.0033  0.0004  0.0017
Si  6.8538  1.3167  26.1368  0.0011  -0.0002  0.0027
Si  4.0519  4.1146  25.9886  0.0018  -0.0029  0.0019
Si  9.6088  4.0697  26.0878  0.0001  0.0004  0.0019
Si  1.4042  6.8356  26.0032  -0.001  0.0025  0.0022
Si  6.7731  6.8582  26.031  0.0035  -0.0005  0.0007
Si  4.1058  9.5419  26.0054  -0.0017  0.0024  0.001
Si  9.474  9.5778  26.1559  -0.0008  -0.0004  0.0021
Si  2.7288  -0.0039  27.3526  -0.0022  0.0005  -0.0079
Si  8.1667  -0.0153  27.5638  -0.0006  -0.0013  0.0156
Si  0.0095  2.7258  27.4894  0.0006  -0.0009  0.0132
Si  5.4415  2.7518  27.3689  0  -0.0007  -0.0074
Si  2.732  5.4724  27.4268  0.0023  0.0002  0.0087
Si  8.1862  5.4755  27.3625  -0.0002  -0.001  -0.0073
Si  -0.0005  8.1867  27.3786  -0.0005  -0.0007  -0.0072
Si  5.4406  8.2036  27.4504  -0.001  -0.0036  0.0114
Si  4.0814  1.3733  28.7436  0.0034  -0.0006  0.0073
Si  9.5768  1.3642  28.8478  -0.0042  -0.0006  -0.0161
Si  1.3667  4.1197  28.8108  -0.0021  -0.0042  -0.0109
Si  6.8275  4.1044  28.7476  -0.0002  -0.0015  0.0081
Si  4.0935  6.8248  28.8041  -0.0015  0.0016  -0.0073
Si  9.5603  6.8288  28.7531  0.0017  0.0019  0.0062
Si  1.371  9.5655  28.7449  -0.0003  -0.0005  0.0078
Si  6.785  9.553  28.8567  0.0102  0.0046  -0.0163
Si  0.0172  -0.0176  30.1556  0.0031  -0.0013  0.0003
Si  5.4357  0.0248  30.1596  -0.0034  0.0035  0.0021
Si  2.7342  2.7366  30.1458  -0.0008  -0.001  0.0011
Si  8.1903  2.7492  30.1519  0.0012  -0.0006  0.0006
Si  -0.0126  5.479  30.1505  -0.0002  0.0009  0.0022
Si  5.4747  5.4634  30.1471  0.0029  0.0001  0.0005
Si  2.7256  8.2076  30.1438  0.0012  0  0.0005
Si  8.2068  8.1923  30.1541  -0.0008  -0.0023  0.0014
Si  1.3673  1.3673  31.515  0.0778  -0.0347  0.0278
Si  6.8362  1.3673  31.515  -0.0692  0.0692  -0.0168
Si  4.1018  4.1018  31.515  0.0649  -0.0646  0.0092
Si  9.5708  4.1018  31.515  -0.0778  0.0695  -0.0058
Si  1.3673  6.8362  31.515  -0.0561  0.0818  -0.0585
Si  6.8362  6.8362  31.515  0.0306  -0.1099  0.0608
Si  4.1018  9.5708  31.515  -0.1457  0.0356  0.0109
Si  9.5708  9.5708  31.515  0.0519  -0.0625  0.035
Si  2.7345  0  0.6835  0.0092  -0.072  0.0995
Si  8.2035  0  0.6835  -0.1184  0.0285  -0.1548
Si  0  2.7345  0.6835  -0.1431  -0.0011  -0.0098
Si  5.469  2.7345  0.6835  0.0849  -0.0236  0.0644
Si  2.7345  5.469  0.6835  -0.0769  0.2108  -0.1884
Si  8.2035  5.469  0.6835  0.0924  -0.1209  0.0768
Si  0  8.2035  0.6835  0.0767  -0.1002  0.0565
Si  5.469  8.2035  0.6835  -0.017  0.1021  -0.053
Si  4.1115  1.3605  2.0503  0.0037  -0.0029  -0.0025
Si  9.5477  1.3667  2.0456  0.0043  -0.0094  0.0071
Si  1.3449  4.1388  2.0225  -0.002  -0.0005  -0.0034
Si  6.8487  4.0909  2.0587  0.0038  -0.0005  0.0012
Si  4.0891  6.8518  2.0425  0.0128  -0.0011  0.0056
Si  9.5713  6.8357  2.053  -0.0027  -0.0002  -0.0038
Si  1.3724  9.5611  2.0576  0.0015  -0.0036  0.0017
Si  6.8314  9.5821  2.0458  -0.0034  0.0016  -0.006
Si  -0.0468  -0.0338  3.3776  0.0072  0.0218  0.0097
Si  5.4815  -0.0031  3.4491  -0.0016  0.0009  -0.0071
Si  2.7352  2.7901  3.3257  -0.0098  -0.0104  0.0137
Si  8.1856  2.6991  3.463  0.0036  0.0046  -0.0126
Si  -0.0022  5.4781  3.4423  -0.0042  -0.0015  -0.0063
Si  5.4876  5.5048  3.3704  -0.0142  -0.002  0.0059
Si  2.7525  8.2125  3.4589  -0.0062  -0.0031  -0.0113
Si  8.1973  8.2134  3.3901  0.008  -0.0058  0.007
Si  1.3088  1.4352  4.5959  0.0021  -0.0174  -0.0103
Si  6.8347  1.3163  4.8843  -0.0012  -0.0029  0.0065
Si  4.1311  4.1248  4.6924  0.0301  -0.0043  -0.0069
Si  9.5547  4.0919  4.7939  0.003  -0.0066  0.0109
Si  1.3856  6.8349  4.8227  0.0116  -0.0017  0.012
Si  6.8068  6.8938  4.7543  -0.0041  0.0009  -0.0062
Si  4.1339  9.5811  4.8468  -0.0027  0.0069  0.0116
Si  9.5473  9.5324  4.7947  -0.0024  0.0008  -0.0027
Si  2.7106  0.1774  5.9474  -0.006  0.0097  -0.0164
Si  8.181  -0.1109  6.2689  0.0023  0.0004  -0.0127
Si  -0.013  2.6819  6.1095  -0.0006  0.006  -0.0006
Si  5.369  2.7131  6.13  -0.0058  0.0145  -0.0062
Si  2.8135  5.4583  6.1249  -0.0227  0.0053  0.0016
Si  8.1178  5.4542  6.0732  0.0076  -0.0033  -0.0047
Si  0.0032  8.1899  6.1836  -0.0001  -0.0021  -0.0029
Si  5.5174  8.2259  6.2781  0.0027  -0.0005  -0.0065
P  3.9079  1.4791  7.4257  0.0055  -0.0026  0.0015
Si  9.7788  1.0973  7.4747  0.001  -0.0046  -0.0041
Si  1.7051  3.7547  7.2926  -0.0145  0.0157  -0.0307
Si  6.5499  4.3298  7.456  -0.0055  -0.0129  -0.0034
Si  4.3712  6.6045  7.5299  0.0055  0.0113  0.0106
Si  9.3578  6.9032  7.436  0.0066  -0.0037  0.0143
Si  1.1659  9.959  7.2874  -0.006  0.0044  -0.0009
Si  7.1712  9.1928  7.7484  -0.0022  -0.0078  0.0375
O  8.3189  8.0382  8.0156  -0.0086  -0.0031  -0.0108
O  2.7974  2.6388  7.8854  0.0173  -0.0195  0.0085
O  9.5247  1.3559  24.2772  0.0012  0.0007  -0.0033
O  4.0589  6.8718  24.1278  -0.0003  0.0016  0.0031
O  0.0201  0.0269  7.9672  0.0133  0.0081  0.0018
O  5.4639  5.4565  8.0179  0.005  0.003  -0.0014
O  6.8549  9.5781  24.2133  -0.001  -0.0018  0.0001
O  1.3699  4.0659  24.1761  0.001  0.0011  0.0008
O  3.8235  7.3466  8.922  0.0001  -0.0025  -0.0043
O  1.0691  4.4079  8.6498  0.0023  0.0014  0.0114
O  9.8796  6.0222  8.746  -0.0033  0.0026  -0.0012
O  2.178  9.4325  8.4708  -0.0042  0.0044  -0.0025
O  7.3607  3.7791  8.7825  0.0031  -0.0011  0.0066
O  6.7508  9.5732  9.3031  0.002  0.0032  -0.0139
O  9.0148  1.6948  8.8132  -0.001  0.0022  0.0089
O  7.7002  3.144  23.535  0.0002  0.001  -0.0011
O  10.506  5.8567  23.4539  0.0009  -0.0006  0.0009
O  5.1105  0.4631  23.4357  0.0005  -0.0009  0.0004
O  5.8738  5.1019  23.3579  -0.0013  0.0027  0.0033
O  3.1084  2.2159  23.2896  -0.0002  0.0007  0.0011
O  2.309  8.7304  23.2386  0.0021  -0.0012  0.0019
O  8.6325  7.7717  23.4083  -0.0005  0.0004  0.0005
O  0.2427  10.3477  23.5978  0.0018  -0.0005  -0.0005
Si  4.399  1.5801  22.4941  0.0002  -0.0004  -0.0013
Si  3.5579  7.9417  14.0689  0.0009  -0.0002  0.0001
Si  7.1632  0.9781  14.7323  0.0011  -0.0008  0.0007
Si  0.9595  9.3676  22.5345  -0.0004  0.0022  -0.0014
Si  1.2767  4.3116  11.9088  0.0024  0.0001  -0.0011
Si  6.3329  8.9741  15.3705  0.0019  0.0005  0.0013
Si  0.7224  1.3828  12.3294  0.0023  -0.0001  0.0016
Si  8.6591  4.9587  20.5386  0.002  -0.0006  -0.0006
Si  0.417  5.7055  9.3628  -0.0015  0.0013  0.0015
Si  5.1474  3.1381  18.0307  0.0014  0.0002  0.0001
Si  0.914  3.7435  16.7543  0.0017  -0.0003  0.0016
Si  10.4516  2.8703  19.2616  0.0013  -0.0001  0.0002
P  5.1109  1.0866  10.5687  -0.0113  -0.0087  0.0021
Si  0.9257  0.1933  19.8664  0.0013  0.0004  -0.0013
Si  6.7623  9.4686  10.9511  0.0022  -0.0022  0.0029
Si  9.3814  9.6894  18.3509  0.0018  -0.0002  0.0003
Si  9.4993  9.2315  12.608  0.0015  0.0016  -0.0015
Si  6.5788  3.8479  22.5933  0.0023  -0.0013  -0.0017
Si  2.4507  8.1148  9.3739  0.002  -0.0043  0.0042
Si  10.6388  7.3721  17.1186  0.0018  -0.0002  0.0008
Si  2.5527  6.3022  16.6068  0.0016  0.0006  0.0012
Si  10.2389  4.4973  14.1789  0.0014  0.0009  0.0026
Si  6.1812  9.195  18.5583  0.001  -0.0009  0.0005
Si  7.7911  2.4408  9.6013  -0.0041  -0.003  -0.0027
Si  8.9038  2.1392  12.4462  0.0029  -0.0029  0.0049
Si  5.383  6.2541  18.1093  0.0017  0.0009  0.0009
Si  3.9572  0.5572  19.5121  0.0021  0.0001  -0.0008
Si  4.3895  3.8673  12.1897  0.0037  -0.0011  0.0011
Si  5.6228  6.6229  12.2096  0.001  -0.0002  -0.0023
Si  8.0496  2.5191  17.2831  0.0016  0.0003  0.0007
Si  4.408  2.5176  15.0484  0.0008  -0.0004  -0.0002
Si  1.5923  1.2197  15.2914  0.0022  0  0.001
Si  1.6605  9.4348  12.0673  0.0019  -0.0005  -0.0004
Si  8.1296  6.8705  13.9358  0.0024  0.0005  0.0015
Si  10.448  9.8398  15.5224  0.0014  0  0.0009
Si  9.8198  7.0319  22.5676  0.0001  -0.0007  -0.0006
Si  8.1522  5.491  17.4389  0.002  0.0005  -0.0001
O  6.1484  7.9676  11.3622  0.0002  0.0013  0.0007
O  6.0572  9.2136  16.9434  0.0025  0.0001  0.0003
O  7.7817  1.3605  13.2901  0.0037  0.002  -0.0011
O  0.9172  1.7469  13.9086  0.0013  0.0003  0.001
O  9.4886  6.2455  16.9243  0.0013  -0.0005  0.0016
O  6.8176  6.2329  13.2379  0.0016  -0.0015  0.0015
O  5.1805  4.6812  18.6822  0.002  -0.0004  0.0004
O  9.2698  2.1739  18.3299  0.0015  -0.0002  0.0003
O  2.4063  0.1036  19.0988  0.0014  0  0.0007
O  9.464  10.2374  16.7894  0.002  0  0.0004
O  2.8934  4.3898  11.7601  -0.0006  0.0003  -0.0001
O  5.1071  10.3306  19.1489  0.0011  0.0004  0.0009
O  9.4748  3.3203  13.3793  0.0019  0.0004  -0.0001
O  0.5096  1.7857  19.9828  0.0021  -0.0001  0.0013
O  3.205  1.3889  15.0883  0.0007  0.0002  0.0009
O  8.1995  5.3773  19.0505  0.0009  -0.0002  0.0006
O  3.9368  6.5871  17.4235  0.0018  -0.0002  0.0007
O  4.6061  3.2842  16.4851  0.0016  0.0004  0.0012
O  9.1386  5.6788  14.3663  0.0023  -0.001  0.0011
O  5.4497  2.7724  22.1367  0.0008  0.0007  0.0009
O  10.7003  4.0819  15.6717  0.0006  0  -0.0012
O  0.3722  3.885  18.2898  0.0017  0.0002  0.0007
O  10.4652  10.536  19.2374  0.0013  0.0002  0.0007
O  9.7311  10.031  14.0547  0.0009  -0.0006  0
O  10.9191  8.1374  22.1025  0.0011  0  0.0003
O  1.2514  2.1613  16.5719  0.0022  0.0002  0.0002
O  9.7914  3.7794  20.4519  0.0012  0.0005  0.0008
O  8.1667  4.0374  16.7163  0.0025  0  -0.0001
O  0.0602  9.0806  11.9449  0.0024  0  0.002
O  6.6331  2.4406  18.0921  0.002  -0.0002  0.0004
O  5.8017  10.7494  11.4536  0.0079  -0.0012  -0.0016
O  7.7939  9.6057  18.8763  0.0018  0.0004  0.001
O  10.0795  1.0468  12.0564  -0.0006  0.001  0
O  1.2421  7.0744  9.0985  0.0025  0.0027  0.0009
O  0.7051  4.7869  13.3713  0.0014  -0.0004  0.0012
O  5.7463  7.633  19.023  0.0024  0.0002  0.0005
O  5.3266  5.1049  11.6031  0.0034  0.0014  0.0005
O  2.7601  7.0148  15.1543  0.0018  0.0004  0.0005
O  0.9818  2.7524  11.4981  0.0008  0.0002  0.0011
O  0.9307  10.6846  15.5909  0.0019  0.0002  0.0009
O  2.4898  8.6451  10.9049  0.001  -0.0007  0.0001
O  4.9739  2.4277  11.5819  0.0033  0.0075  0.0056
O  4.2903  3.6205  13.8291  0.0018  -0.0004  0.0002
O  2.2153  4.7004  16.4831  0.0013  -0.0003  0.0007
O  10.7573  8.2499  15.7369  0.0017  -0.0001  0.0006
O  6.9674  10.3134  14.7284  0.0024  0.0009  0.0001
O  2.4364  8.9787  13.4445  0.0021  -0.0008  0.001
O  8.0645  1.5209  15.9915  0.0025  -0.0002  0.0004
O  4.1862  7.0083  12.8904  0.0015  0.0002  0.0023
O  4.2246  2.026  18.81  0.002  -0.0005  0.001
O  7.3254  4.4066  21.2766  0.0002  0  0.0014
O  8.3027  2.8153  11.0943  -0.0005  0.0014  -0.0031
O  1.2311  6.8777  17.4043  0.0013  -0.0001  0.0009
O  5.7113  1.6329  14.801  0.0022  -0.0004  0.0015
O  8.2814  9.7358  11.5909  0.0018  0.0014  0.0008
O  9.2111  6.3079  21.2539  0.0005  0.0003  0.0006
O  9.0393  7.7127  12.9083  0.0018  -0.0002  0.0008
O  1.7068  0.1409  11.9201  0.0021  -0.0003  0.0011
O  6.6859  6.159  17.0987  0.0017  -0.0001  0.0002
O  7.4959  7.8369  15.1088  0.0026  0.0002  0.0009
O  1.2433  10.3079  21.2431  0.0007  -0.0011  0.0024
O  10.0694  8.2087  18.3898  0.0008  0.0004  0.001
O  3.9587  0.8259  21.1274  0.0008  -0.0001  0.001
O  0.4513  5.3349  10.9354  -0.0002  -0.0007  -0.0002
O  6.4518  1.4931  9.7092  0.0118  0.0031  0.0034
O  4.8555  8.6927  14.7246  0.0013  -0.0003  0

Results
free energy: -135403.861 eV
free energy less fixed offsets of O -568.88, P -755.39, Si -635.61 eV per atom: 2.149 eV

The program warned: the cutoff lies below the one the program advises for these potential files; the forces do not sum to zero within the program's tolerance; the exchange-correlation potential is rough where the density is thin.
